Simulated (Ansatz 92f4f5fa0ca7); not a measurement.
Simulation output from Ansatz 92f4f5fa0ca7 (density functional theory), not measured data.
Periodic cell of 186 atoms, Si104O82, from a study of silicon, its oxide and their interface. The atomic structure is a simulated model.

Settings: functional PBE; potential files Ansatz PAW; basis plane waves; wave-function cutoff 700 eV; density cutoff ratio 5; exchange-correlation grid ratio 2; k mesh 2 x 2 x 1, shifted by 0.5 0.5 0.5 of a step; self-consistency stop 5e-08 eV per atom in the density residual; occupations Fermi-Dirac, 0.05 eV; spin none; net charge 0.

Cell vectors (angstrom)
a, 11.5983, 0, 0
b, 0, 11.5983, 0
c, -3.5339, 2.9574, 23.8146

Atoms: element, x, y, z (angstrom)
Si, 1.1378, 0.6767, -0.968
Si, 0.9313, 3.9224, -0.8909
Si, 0.88, 7.7041, -0.964
Si, 4.6949, 1.1168, -0.7934
Si, 4.7945, 4.2496, -0.5305
Si, 4.7205, 7.3383, -0.9236
Si, 8.3985, 0.8978, -0.7781
Si, 8.7489, 3.9387, -0.5346
Si, 8.9659, 8.3777, -1.0822
Si, 2.8816, 0.37, 0.5875
Si, 2.8075, 4.2734, 0.6456
Si, 2.8486, 7.796, 0.4832
Si, 6.573, 0.5537, 0.5979
Si, 6.7682, 4.3018, 0.7114
Si, 6.7686, 8.1353, 0.1626
Si, 10.5628, 0.3519, 0.2982
Si, 10.7218, 4.1963, 0.6773
Si, 10.6668, 8.2131, 0.525
Si, 2.8619, 2.2859, 1.942
Si, 2.8219, 6.1319, 2.0544
Si, 2.8978, 9.8982, 1.7784
Si, 6.6956, 2.3589, 2.0384
Si, 6.7885, 6.3363, 1.8264
Si, 6.6334, 10.0478, 1.7085
Si, 10.6345, 2.2067, 1.9214
Si, 10.6295, 6.2294, 1.9035
Si, 10.5885, 10.1271, 1.8419
Si, 0.9585, 2.2481, 3.3156
Si, 0.8942, 6.1925, 3.3666
Si, 0.9648, 10.0287, 3.1836
Si, 4.7589, 2.2893, 3.3661
Si, 4.8491, 6.2433, 3.2609
Si, 4.7838, 10.0011, 3.2128
Si, 8.6781, 2.292, 3.3032
Si, 8.6684, 6.2125, 3.2414
Si, 8.5845, 10.0805, 3.1442
Si, 1.0305, 11.9101, 4.6257
Si, 0.9775, 4.2011, 4.6067
Si, 0.8839, 8.1628, 4.6681
Si, 4.7306, 11.9063, 4.6893
Si, 4.8207, 4.2813, 4.5783
Si, 4.8586, 8.1562, 4.7048
Si, 8.7084, 11.9513, 4.6332
Si, 8.5976, 4.2571, 4.6081
Si, 8.5555, 8.1558, 4.5779
Si, 2.8048, 11.9382, 6.1839
Si, 2.9367, 4.2095, 5.968
Si, 2.8734, 8.1797, 6.0044
Si, 6.7456, 11.9172, 5.9636
Si, 6.6508, 4.3518, 6.041
Si, 6.7684, 8.0968, 6.166
Si, 10.7292, 11.944, 5.9901
Si, 10.5966, 4.1503, 5.8365
Si, 10.4416, 8.1655, 5.9506
Si, 2.9289, 2.4067, 7.5213
Si, 2.8206, 6.1828, 7.1888
Si, 2.7945, 9.9368, 7.5962
Si, 6.7332, 2.3113, 7.1956
Si, 6.5355, 6.1729, 7.6636
Si, 6.8219, 10.1077, 7.4899
Si, 10.7745, 2.3347, 7.3079
Si, 10.4122, 6.0773, 7.0552
Si, 10.5573, 10.0593, 7.3687
Si, 1.0004, 3.0559, 8.8118
Si, 0.7821, 6.1315, 8.2398
Si, 0.7142, 9.2532, 8.7613
Si, 4.983, 13.5263, 8.7727
Si, 4.2268, 6.2015, 9.0807
Si, 4.8534, 10.3366, 8.7612
Si, 8.7324, 2.3873, 8.383
Si, 8.678, 5.5269, 8.5991
Si, 8.7583, 10.8602, 8.7897
Si, 9.6046, 6.7355, 11.3497
Si, 2.9662, 9.7066, 17.5284
Si, 4.6659, 9.4662, 11.7823
Si, -0.5529, 11.5607, 20.6641
Si, 1.1811, 2.4914, 11.9473
Si, 4.7379, 0.528, 18.199
Si, 3.0721, 2.2522, 16.3066
Si, 7.223, 5.3471, 12.5606
Si, 0.4273, 5.516, 12.6811
Si, -1.1395, 9.7096, 11.0924
Si, 6.5823, 9.0642, 21.4233
Si, 0.0444, 9.8956, 18.0677
Si, 6.1262, 5.1494, 16.8164
Si, 0.6023, 5.0893, 18.2694
Si, 3.5039, 16.2099, 18.0265
Si, 5.4133, 8.0798, 16.5503
Si, 3.8333, 2.5884, 13.355
Si, 6.1646, 4.5578, 19.5538
Si, 2.8611, 7.3135, 11.809
Si, -0.7612, 5.2793, 15.5975
Si, 5.7515, 0.1293, 13.6587
Si, 5.3633, 13.7507, 20.8816
Si, -0.4505, 11.8266, 13.3596
Si, -1.4189, 7.2039, 17.7791
Si, 6.6218, 10.8057, 16.4071
Si, 8.3686, 12.2908, 14.6954
Si, 8.1788, 3.7632, 14.8383
Si, 1.302, 11.3527, 15.8044
Si, 5.1448, 7.2244, 13.5483
Si, 5.0976, 3.9563, 10.9512
Si, -0.2864, 14.6076, 20.5774
Si, 7.9519, 7.1126, 19.9759
O, 4.3368, 3.8165, 12.4011
O, 9.1025, 4.9962, -1.7482
O, -0.0856, 6.4367, -1.5443
O, -0.3644, 13.0612, 20.0767
O, 2.1939, 5.5212, 18.4033
O, 6.2132, 11.5444, 17.8103
O, 0.7696, 11.1945, 21.5612
O, 1.0328, 2.2957, -0.8357
O, 4.8219, 5.7027, -1.4308
O, -1.671, 12.2597, 14.3312
O, 4.4892, 0.2191, -2.1732
O, 1.7903, 12.8828, 16.0619
O, 7.8018, 0.0932, -2.1287
O, 6.7766, 4.3265, 18.0615
O, 4.4891, 16.5225, 16.731
O, 4.3506, 1.4239, 16.8839
O, 8.5373, 2.4738, -1.305
O, 9.1545, 7.4206, -2.4371
O, 1.0964, 2.3687, 10.3261
O, 0.8366, 4.7034, 9.1609
O, -0.0082, 13.1616, 12.5527
O, 0.0858, 5.7306, 14.2743
O, 7.968, 13.7942, 15.167
O, 0.0692, 3.9248, 19.2698
O, 4.7827, 11.9351, 9.1551
O, 4.2433, 4.6857, 9.7654
O, 5.1016, 1.6033, 13.5619
O, -0.5889, 10.5232, 19.4149
O, -1.5331, 6.5593, 16.2763
O, 1.5702, 9.276, 18.2802
O, 8.7016, 0.9038, 9.2428
O, 1.3788, 6.7286, 12.1192
O, 8.745, 3.9071, 9.1758
O, 9.1717, 6.5534, 9.8015
O, 9.1242, 10.0876, 10.2134
O, 3.4567, 7.0512, 10.2982
O, 5.3885, 2.5009, 10.2879
O, 7.0327, 4.6081, 15.6108
O, 0.2713, 4.6652, 16.7099
O, 2.5813, 1.8931, 12.5633
O, 5.5724, 11.1105, 15.1711
O, 6.2014, 6.018, 13.6294
O, 0.2512, 9.893, 10.2327
O, 4.7621, 12.9663, 19.59
O, 6.2064, 6.7581, 17.0712
O, 5.0319, 9.5598, 10.2104
O, 3.1026, 8.9471, 12.0057
O, 9.7033, 4.1752, 15.2268
O, 7.3826, 11.845, 13.4442
O, 2.7309, 14.8398, 17.558
O, 0.124, 11.0217, 16.8846
O, 5.6549, 8.3546, 12.4817
O, 6.4462, 4.8437, 11.2162
O, -0.9446, 5.5811, 11.8176
O, 3.747, 6.6041, 12.9949
O, 7.9462, 4.0563, 13.2487
O, 1.0736, 4.0364, 12.4735
O, 6.5683, 9.212, 16.6678
O, 6.5173, 14.8192, 20.4166
O, 6.9092, 5.8604, 20.1618
O, 2.5309, 10.2872, 16.0422
O, -1.9566, 11.4475, 21.5304
O, 8.1129, 11.2823, 15.9616
O, 4.736, 2.7378, -1.3236
O, -1.7262, 14.9604, 21.3122
O, -2.8162, 7.0349, 18.5822
O, 3.3816, 3.012, 14.8842
O, 8.9611, 7.1292, 21.2627
O, -0.2403, 6.4439, 18.6136
O, 9.4676, 9.8191, -1.7571
O, 3.6566, -0.6823, 18.3851
O, 4.9608, 10.8636, 12.5426
O, 7.0608, 8.4975, 19.9638
O, 4.9293, 7.8698, 15.0143
O, 4.5182, 4.6732, 19.327
O, -1.3624, 8.1955, 11.6421
O, 8.27, 6.537, 12.2511
O, 0.6785, 7.5963, 9.0889
O, 4.0448, 8.482, 17.3783
O, 0.7593, 11.2281, 14.28
O, -1.0033, 8.7535, 17.5945
O, -0.9961, 10.6805, 12.3743

Results
free energy: -112759.496 eV
free energy less fixed offsets of O -569.03, Si -635.61 eV per atom: 4.404 eV
pressure: -0.35 GPa
stress xx, yy, zz, yz, xz, xy (GPa, positive in tension): 0.47, -0.07, 0.65, -0.04, -0.17, 0.66

Forces (eV/angstrom), in the order of the atoms: element, x, y, z
Si, 0.3596, 0.0337, 0.1038
Si, -0.0041, -0.1696, 0.0887
Si, 0.1464, 0.4493, 0.0279
Si, 0.0603, -0.0321, -0.1853
Si, 0.2267, -0.058, -0.4256
Si, -0.0736, -0.2762, -0.3635
Si, -0.0658, 0.0736, 0.1394
Si, 0.0764, 0.0283, -0.2858
Si, -0.1611, 0.1259, 0.1233
Si, 0.1773, 0.0555, -0.2148
Si, -0.2049, -0.0566, -0.2879
Si, -0.1071, 0.0504, -0.1256
Si, -0.1443, 0.1127, -0.3639
Si, 0.0329, -0.2306, -0.3012
Si, 0.1034, -0.0762, -0.0607
Si, -0.1047, 0.2662, -0.3509
Si, -0.1172, -0.059, -0.1129
Si, 0.2233, -0.2737, -0.0333
Si, -0.3106, -0.0443, 0.2683
Si, 0.0149, 0.0487, 0.168
Si, -0.0776, -0.0644, -0.2288
Si, 0.033, -0.085, 0.3381
Si, 0.0106, 0.1073, 0.0614
Si, 0.108, 0.0711, -0.0771
Si, 0.2696, -0.0606, -0.044
Si, 0.0638, -0.009, -0.1091
Si, -0.0769, 0.057, -0.0064
Si, 0.0887, -0.0191, -0.2728
Si, 0.025, 0.0562, -0.0511
Si, -0.051, -0.0453, 0.0084
Si, 0.0178, -0.0051, -0.1311
Si, 0.064, 0.1118, 0.0537
Si, 0.0438, -0.0571, 0.1305
Si, -0.1677, -0.0503, -0.1538
Si, -0.0715, 0.0645, 0.0524
Si, 0.0437, -0.0387, 0.0502
Si, -0.0324, 0.1046, 0.0352
Si, -0.1666, -0.0337, 0.08
Si, -0.0068, 0.0161, 0.0845
Si, 0.0924, 0.0374, 0.0687
Si, 0.0709, 0.056, 0.1565
Si, -0.1462, -0.077, -0.0478
Si, -0.0577, -0.0539, 0.1031
Si, 0.1057, 0.0274, -0.0249
Si, 0.1752, -0.0199, -0.1008
Si, 0.0663, -0.0368, 0.2229
Si, 0.0198, -0.061, -0.0985
Si, 0.0103, 0.1608, -0.2098
Si, -0.0452, -0.0198, -0.2758
Si, -0.184, -0.0578, -0.031
Si, -0.0193, 0.026, 0.1933
Si, 0.0316, -0.0474, -0.2425
Si, 0.1005, 0.0033, -0.3309
Si, -0.0566, 0.0538, -0.2237
Si, 0.2318, -0.0713, 0.2068
Si, 0.0369, 0.1205, 0.1288
Si, -0.0818, -0.0089, 0.2084
Si, -0.1481, -0.0441, 0.2757
Si, 0.1175, 0.0326, 0.2732
Si, 0.0771, 0.1879, 0.216
Si, 0.1344, 0.1773, 0.2419
Si, -0.2189, -0.0189, 0.156
Si, -0.0958, 0.017, 0.0967
Si, -0.1017, 0.0895, 0.4042
Si, -0.2899, 0.0567, 0.5528
Si, -0.0613, 0.0123, 0.245
Si, -0.0435, -0.1258, -0.0884
Si, -0.1971, -0.4868, -0.1223
Si, -0.0753, 0.0503, 0.2086
Si, -0.0764, -0.0923, 0.406
Si, 0.1494, -0.2228, 0.3923
Si, 0.2651, -0.0197, 0.3248
Si, -0.0147, -0.1507, 0.3381
Si, -0.0699, -0.0727, -0.169
Si, 0.0449, 0.0146, 0.4475
Si, 0.146, -0.183, -0.2135
Si, -0.0764, -0.0736, 0.4978
Si, -0.0325, -0.1154, -0.3754
Si, -0.1307, -0.0988, -0.1219
Si, 0.0838, -0.0196, 0.4186
Si, -0.1042, -0.0136, 0.247
Si, -0.0688, 0.1975, 0.1903
Si, -0.3807, -0.2035, -0.1862
Si, 0.1173, -0.1579, -0.2611
Si, -0.0123, 0.0235, -0.0878
Si, 0.059, 0.2007, -0.2196
Si, -0.0396, 0.0844, -0.0785
Si, -0.0867, 0.0113, -0.1558
Si, -0.0975, -0.1572, 0.3664
Si, -0.0779, 0.0778, -0.49
Si, 0.1086, 0.0236, 0.6316
Si, -0.0054, 0.0552, 0.0512
Si, 0.13, -0.0418, 0.1408
Si, -0.1564, -0.0173, -0.3473
Si, 0.0398, 0.0287, 0.2279
Si, 0.3125, -0.0276, -0.1903
Si, 0.0419, 0.0305, -0.0492
Si, 0.0421, 0.0046, -0.017
Si, 0.0763, -0.0103, 0.0984
Si, -0.0116, 0.0668, -0.0775
Si, -0.0306, 0.0215, 0.2443
Si, 0.096, -0.0822, 0.4285
Si, 0.167, 0.2272, -0.0836
Si, 0.0032, -0.25, -0.4558
O, 0.1297, 0.1053, -0.3324
O, 0.1555, 0.136, -0.0635
O, 0.3165, 0.2071, 0.0146
O, -0.0967, -0.0113, 0.0734
O, -0.0114, -0.0657, 0.0211
O, -0.0849, 0.0368, 0.0389
O, 0.1159, -0.1285, 0.1789
O, -0.0974, -0.143, -0.2678
O, -0.0251, 0.3213, 0.5085
O, 0.0411, 0.006, -0.0755
O, 0.0277, 0.1026, 0.0105
O, 0.0921, 0.0103, 0.0374
O, 0.0649, 0.0063, 0.1649
O, -0.0882, 0.044, 0.2064
O, 0.0065, -0.0388, 0.0909
O, 0.0781, -0.0358, 0.1318
O, 0.1358, -0.0626, 0.4673
O, 0.0921, 0.0411, 0.1656
O, 0.0324, 0.1074, -0.5206
O, 0.1045, -0.1339, -0.4273
O, 0.0539, 0.1093, -0.1443
O, 0.0391, -0.0291, -0.1883
O, -0.0326, 0.0037, 0.0194
O, -0.128, -0.2466, 0.3625
O, -0.0293, 0.0574, -0.2277
O, -0.0178, 0.2879, -0.0669
O, -0.0877, 0.0918, -0.0805
O, -0.0635, 0.1828, 0.3308
O, -0.0112, -0.0085, 0.0453
O, -0.0476, 0.0617, 0.0571
O, 0.0143, -0.1971, -0.5111
O, 0.0626, 0.0646, -0.28
O, -0.149, 0.256, -0.5101
O, -0.156, -0.1875, -0.1659
O, -0.1162, 0.0749, -0.0984
O, 0.3277, -0.1263, -0.4174
O, -0.0811, 0.0114, -0.176
O, -0.0158, 0.0178, -0.0838
O, -0.0183, 0.0158, 0.0934
O, 0.0026, 0.0362, -0.1987
O, -0.0349, 0.0372, -0.0327
O, 0.0193, -0.0759, -0.1463
O, 0.176, -0.1279, -0.1963
O, 0.0676, 0.1036, 0.2054
O, -0.0094, 0.0138, 0.0669
O, 0.0022, 0.0519, -0.4063
O, 0.0058, -0.0574, -0.2449
O, -0.0429, -0.0143, -0.0297
O, -0.0676, 0.0318, 0.0128
O, 0.0476, 0.0521, 0.1073
O, -0.0411, -0.0413, 0.1305
O, -0.0456, 0.0502, -0.1702
O, -0.0487, -0.0148, -0.1984
O, -0.0245, 0.0703, -0.2297
O, -0.0827, 0.0184, -0.2766
O, -0.0905, 0.1095, -0.1611
O, 0.0258, -0.0216, -0.1727
O, 0.0121, 0.0015, 0.0557
O, 0.1021, -0.132, 0.2074
O, 0.042, 0.0678, 0.1358
O, 0.0421, -0.0123, 0.0729
O, -0.3615, -0.2726, 0.2436
O, -0.0946, -0.0034, -0.0242
O, -0.0359, 0.0161, 0.4682
O, -0.4069, -0.0189, 0.4177
O, -0.2361, -0.0246, 0.3303
O, 0.0762, -0.0202, -0.2124
O, 0.1407, 0.0957, 0.582
O, -0.0215, -0.0429, 0.0493
O, -0.1031, -0.2546, 0.0009
O, 0.0641, 0.0952, 0.1348
O, -0.0502, -0.0157, -0.1254
O, -0.0135, 0.1304, 0.3709
O, -0.0115, -0.0199, -0.0703
O, 0.154, -0.0607, 0.1498
O, 0.0554, 0.0956, -0.1441
O, 0.0423, 0.024, -0.1586
O, 0.21, 0.1597, -0.3373
O, 0.0477, 0.0169, 0.0581
O, -0.0699, 0.0137, -0.118
O, -0.0207, 0.0752, 0.0537
O, -0.0591, -0.2061, -0.2433

The program warned: the cutoff lies below the one the program advises for these potential files.
